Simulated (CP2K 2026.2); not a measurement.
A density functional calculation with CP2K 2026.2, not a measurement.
Periodic cell of 513 atoms, Si351O162, from a study of silicon, its oxide and their interface. The atomic structure is a simulated model.
Doubt: the forces sum to 0.77 eV/angstrom along one axis rather than to zero, so they err by at least 0.0015 eV/angstrom per atom on average; the grid cutoff is modest.

Settings
functional: PBE
method: Gaussian and plane waves
basis set: DZVP-MOLOPT-SR-GTH
pseudopotentials: GTH-PBE
grid cutoff: 350 Ry, relative cutoff 50 Ry
k points: Gamma only
occupations: fixed
spin: none
net charge: 0

Cell vectors (angstrom)
a 16.407 0 0
b 0 16.407 0
c -0.1998 0.3457 34.2484

Atoms and the computed forces on them: element, x, y, z (angstrom), force x, y, z (eV/angstrom)
Si 15.888 0.905 34.176 0.13 -0.102 0.197
Si 2.51 3.062 0.133 0.093 -0.015 0.23
Si 0.047 5.047 0.07 -0.033 0.096 0.21
Si 2.774 8.387 34.109 -0.06 0.013 0.202
Si 16.268 11.492 0.011 0.058 -0.149 0.159
Si 2.659 13.552 0.079 -0.017 0.093 0.183
Si 5.64 16.282 0.044 -0.044 0.08 0.26
Si 8.444 2.92 34.224 -0.155 0.1 0.17
Si 5.114 6.202 34.174 0.028 -0.094 0.206
Si 8.361 8.095 0.133 -0.015 0.076 0.183
Si 5.084 11.508 0.019 0.021 -0.141 0.213
Si 7.732 13.93 0.136 0.067 -0.047 0.222
Si 10.633 0.077 0.237 0.088 -0.048 0.191
Si 13.683 2.509 0.624 -0.054 0.049 0.165
Si 10.527 5.737 0.008 0.114 -0.072 0.202
Si 13.327 8.588 0.01 0.159 -0.148 0.087
Si 11.285 10.917 0.089 -0.185 0.119 0.074
Si 13.964 13.757 0.093 -0.07 0.03 0.217
Si 1.303 1.508 1.388 -0.014 0.012 -0.058
Si 4.13 4.286 1.294 -0.016 0.001 -0.061
Si 1.276 6.872 1.122 0.019 -0.017 -0.031
Si 4.059 9.686 1.205 -0.002 0.028 -0.039
Si 1.299 12.437 1.593 -0.011 0.013 -0.078
Si 3.953 15.173 1.294 0.007 -0.008 -0.043
Si 6.848 1.518 1.232 0.005 -0.026 -0.056
Si 9.547 4.163 1.461 0.006 -0.01 -0.066
Si 6.8 6.928 1.415 0 0.007 -0.06
Si 9.491 9.795 1.286 0.011 -0.011 -0.043
Si 6.584 12.48 1.541 0.001 0.025 -0.06
Si 9.373 15.016 1.469 -0.004 0.022 -0.053
Si 12.174 1.18 1.713 0.018 0.006 -0.045
Si 14.98 4.138 1.655 0.002 -0.026 -0.051
Si 12.259 6.832 1.22 -0.009 0.024 -0.039
Si 15.132 9.701 1.132 -0.031 0.034 -0.03
Si 12.318 12.603 1.349 0.025 -0.017 -0.058
Si 15.152 15.259 1.386 -0.014 -0.015 -0.052
Si 16.385 2.767 2.905 -0.006 0.003 0.025
Si 2.66 0.123 2.722 0.003 0.002 0.006
Si -0.002 8.295 2.564 0 0.001 -0.004
Si 2.669 5.602 2.64 0.006 -0.003 0.007
Si -0.013 13.882 2.855 0.009 0.007 0.013
Si 2.708 10.964 2.736 0 -0.016 0.021
Si 5.465 2.864 2.642 -0.005 -0.003 0.004
Si 8.093 0.132 2.755 0 0.007 0.007
Si 5.414 8.365 2.682 0.004 -0.002 0.023
Si 8.126 5.518 2.78 -0.007 -0.009 0.022
Si 5.256 13.869 2.834 0.003 -0.005 0.019
Si 8.089 11.071 2.712 0.006 -0.016 0.011
Si 10.896 2.804 2.861 0.006 0.004 0.012
Si 13.694 16.351 2.929 -0.031 -0.005 0.014
Si 10.901 8.321 2.623 -0.01 -0.005 0.022
Si 13.581 5.61 2.775 0.005 0.002 0.007
Si 10.866 13.766 2.788 -0.004 -0.005 0.004
Si 13.705 11.076 2.613 0.023 0.026 0.027
Si 1.366 4.234 4.113 -0.003 -0.006 -0.002
Si 4.071 1.507 4.041 -0.002 -0.001 -0.006
Si 1.311 9.617 4.063 0.01 0.006 0
Si 4.023 6.976 4.036 -0.01 -0.006 -0.003
Si 1.359 15.198 4.198 -0.008 -0.01 -0.009
Si 3.997 12.384 4.147 0.005 0.012 0.002
Si 6.762 4.177 4.131 0.003 0.007 -0.007
Si 9.479 1.457 4.166 -0.008 0 0
Si 6.776 9.679 4.099 -0.003 -0.002 0
Si 9.535 6.954 4.052 0.009 0.01 -0.013
Si 6.716 15.2 4.143 -0.002 0.006 -0.004
Si 9.492 12.383 4.108 0.001 0.004 0.005
Si 12.265 4.209 4.166 -0.002 -0.005 0.006
Si 14.996 1.419 4.237 0.009 0.005 0
Si 12.297 9.692 4.001 -0.002 -0.004 -0.019
Si 15.006 7.007 4.035 -0.005 0 0.003
Si 12.246 15.052 4.224 0.019 -0.001 0.003
Si 14.987 12.428 4.097 -0.011 -0.006 -0.009
Si -0.031 0.096 5.585 0.001 -0.001 0.005
Si 2.723 2.859 5.469 -0.001 0.005 -0.004
Si 16.36 5.609 5.431 0 0.001 -0.006
Si 2.678 8.296 5.465 0.001 -0.002 -0.001
Si 16.367 11.036 5.432 0.002 0.003 -0.007
Si 2.669 13.762 5.53 -0.004 -0.003 0.005
Si 5.38 0.154 5.502 0.002 -0.001 -0.004
Si 8.124 2.831 5.521 -0.002 -0.004 -0.002
Si 5.386 5.593 5.436 -0.002 -0.003 -0.003
Si 8.153 8.296 5.444 0 -0.005 0.003
Si 5.417 11.045 5.482 0.004 0.002 0.002
Si 8.13 13.791 5.459 -0.001 0.003 -0.005
Si 10.885 0.098 5.512 0.001 0.002 -0.003
Si 13.631 2.842 5.533 0.003 0 0.002
Si 10.873 5.594 5.474 -0.004 -0.004 0.002
Si 13.639 8.35 5.429 -0.003 0.006 -0.004
Si 10.899 11.009 5.433 0.001 -0.007 -0.008
Si 13.615 13.699 5.553 -0.01 -0.003 -0.002
Si 1.347 1.504 6.873 -0.003 0.001 -0.001
Si 4.06 4.23 6.851 -0.001 -0.002 -0.002
Si 1.315 6.944 6.843 0 -0.001 0.001
Si 4.043 9.67 6.84 -0.001 0.002 -0.002
Si 1.292 12.388 6.862 0 0.001 -0.004
Si 4.044 15.15 6.862 0.002 -0.004 -0.002
Si 6.76 1.483 6.888 -0.001 -0.001 0.003
Si 9.513 4.217 6.85 -0.002 -0.001 -0.002
Si 6.774 6.94 6.818 -0.001 0.001 -0.005
Si 9.525 9.66 6.815 -0.001 -0.002 -0.004
Si 6.782 12.414 6.845 0.001 0.004 -0.005
Si 9.504 15.135 6.858 0.002 0.003 -0.005
Si 12.246 1.474 6.88 0.002 0.003 0
Si 15.018 4.235 6.841 0.001 0 -0.001
Si 12.275 6.961 6.808 -0.002 -0.002 -0.004
Si 14.997 9.691 6.827 -0.001 0.003 -0.003
Si 12.228 12.354 6.879 0.001 -0.002 0.003
Si 14.978 15.113 6.893 -0.002 -0.004 0.001
Si -0.03 2.873 8.228 0.002 0 0.002
Si 2.685 0.109 8.231 0 0 -0.002
Si -0.044 8.324 8.205 -0.001 0 -0.003
Si 2.68 5.581 8.223 -0.001 -0.002 0
Si 16.342 13.75 8.246 -0.004 0 0
Si 2.678 11.031 8.221 -0.002 0.001 0.001
Si 5.414 2.867 8.237 0 0 0
Si 8.14 0.1 8.229 0.002 -0.002 -0.003
Si 5.411 8.301 8.21 0.002 0 0
Si 8.14 5.58 8.208 -0.001 -0.004 -0.001
Si 5.415 13.778 8.218 0.001 0.001 0
Si 8.157 11.032 8.196 0.001 0.002 -0.001
Si 10.882 2.854 8.229 -0.001 -0.001 0
Si 13.616 0.101 8.244 -0.001 0 0
Si 10.896 8.304 8.19 0.001 -0.001 -0.003
Si 13.637 5.597 8.196 0 -0.001 -0.001
Si 10.871 13.76 8.226 -0.003 0 -0.002
Si 13.622 11.019 8.231 -0.002 -0.001 0
Si 1.331 4.223 9.613 0 0 0.002
Si 4.049 1.484 9.584 -0.001 -0.003 0
Si 1.318 9.67 9.604 -0.001 0.002 0
Si 4.045 6.946 9.603 0.001 0 -0.001
Si 1.308 15.142 9.584 -0.002 -0.002 0
Si 4.041 12.407 9.583 0 0 -0.001
Si 6.785 4.225 9.601 0 -0.001 0.002
Si 9.509 1.48 9.588 0 0 -0.001
Si 6.786 9.667 9.576 0 0.001 -0.002
Si 9.528 6.941 9.563 -0.002 -0.001 -0.003
Si 6.773 15.137 9.591 0.001 -0.002 -0.002
Si 9.502 12.394 9.589 0.001 0.001 -0.001
Si 12.275 4.225 9.573 0.001 -0.001 0
Si 15 1.491 9.585 -0.001 0.002 0
Si 12.255 9.653 9.58 -0.002 -0.002 -0.001
Si 15.004 6.955 9.575 0.001 0 -0.002
Si 12.24 15.133 9.602 0.001 0.001 -0.001
Si 14.976 12.393 9.61 -0.001 0.001 0.002
Si -0.041 0.118 10.951 -0.001 -0.002 -0.002
Si 2.699 2.84 10.967 0.002 -0.004 0.001
Si -0.034 5.605 10.965 -0.002 -0.002 0.001
Si 2.677 8.306 10.994 -0.002 -0.001 0.002
Si -0.051 11.038 10.975 -0.001 0.001 0.001
Si 2.67 13.776 10.952 -0.002 0.003 -0.001
Si 5.405 16.516 10.942 0.002 0.002 -0.002
Si 8.151 2.851 10.961 0.001 0.001 0.001
Si 5.414 5.578 10.978 0 -0.001 0.002
Si 8.158 8.292 10.944 0.004 -0.002 -0.002
Si 5.401 11.026 10.949 0 0.001 0.001
Si 8.119 13.754 10.956 -0.002 0.001 0
Si 10.869 16.516 10.959 -0.003 -0.001 -0.002
Si 13.643 2.87 10.96 -0.002 -0.004 0
Si 10.909 5.59 10.938 0.001 -0.002 -0.001
Si 13.635 8.308 10.946 -0.002 0 0
Si 10.882 11.021 10.938 0.002 0.002 -0.001
Si 13.617 13.768 10.973 -0.001 0.001 0
Si 1.336 1.475 12.328 0 -0.001 0.002
Si 4.058 4.197 12.352 -0.001 0 0.003
Si 1.318 6.941 12.387 -0.003 0 0.002
Si 4.048 9.676 12.36 0 -0.001 -0.002
Si 1.315 12.413 12.342 0.001 0.001 0.001
Si 4.026 15.159 12.305 0.002 -0.002 -0.001
Si 6.759 1.48 12.304 0 -0.004 0
Si 9.541 4.23 12.302 0.002 -0.001 0.001
Si 6.792 6.941 12.34 0 0.001 0
Si 9.526 9.65 12.313 -0.002 0 -0.001
Si 6.742 12.39 12.331 -0.001 -0.003 0.001
Si 9.473 15.14 12.305 -0.001 -0.004 -0.001
Si 12.257 1.493 12.304 0.002 0.001 0
Si 15.022 4.244 12.337 0.003 0.003 0
Si 12.285 6.949 12.316 0.001 0.001 -0.001
Si 14.994 9.66 12.331 -0.002 0.001 -0.002
Si 12.246 12.373 12.313 -0.005 0 -0.001
Si 15.003 15.156 12.314 -0.001 0.003 0.001
Si 0.015 2.883 13.685 -0.006 -0.01 -0.003
Si 2.69 16.516 13.714 0.001 -0.002 0
Si -0.062 8.325 13.748 -0.002 0.005 0.004
Si 2.699 5.547 13.743 0.002 -0.003 0.004
Si -0.04 13.802 13.706 -0.002 0.002 0.002
Si 2.672 11.051 13.733 0.002 0 0.004
Si 5.424 2.824 13.722 0.006 0 0.002
Si 8.084 16.506 13.668 -0.003 0.005 0
Si 5.419 8.292 13.726 -0.002 -0.002 0.004
Si 8.178 5.571 13.694 0.004 0.002 0.001
Si 5.346 13.775 13.674 -0.003 0.004 -0.003
Si 8.115 10.985 13.661 0.002 0.001 0
Si 10.904 2.876 13.673 0 -0.002 0
Si 13.643 16.543 13.658 -0.003 -0.003 -0.002
Si 10.919 8.301 13.686 0.006 -0.002 -0.002
Si 13.67 5.628 13.709 -0.002 -0.002 0
Si 10.846 13.748 13.624 -0.002 0.004 -0.003
Si 13.62 11.009 13.695 0.002 0 0.002
Si 1.368 4.184 15.162 -0.004 -0.001 0.006
Si 4.041 1.473 15.11 0.002 -0.001 0.005
Si 1.315 9.681 15.116 -0.007 0 -0.007
Si 4.082 6.894 15.104 -0.002 -0.005 -0.003
Si 1.332 15.162 15.106 0.001 0.006 0.002
Si 3.995 12.455 15.112 0.004 0.002 0.003
Si 6.838 4.174 15.063 0.001 0.005 0
Si 9.474 1.495 14.966 -0.001 -0.006 0.002
Si 6.774 9.653 15.108 -0.003 -0.005 0.004
Si 9.552 6.949 15.052 0.004 0.004 0
Si 6.67 15.152 15.037 -0.001 -0.014 -0.003
Si 9.469 12.37 14.977 -0.008 -0.009 -0.004
Si 12.299 4.257 15.032 0.009 0.006 0
Si 15.037 1.532 14.999 0.005 0.009 -0.003
Si 12.285 9.629 15.099 -0.004 0.003 0.004
Si 15.012 6.971 15.17 0 0.005 0.007
Si 12.232 15.131 14.929 -0.004 -0.011 -0.004
Si 14.981 12.407 15.022 -0.001 0 -0.001
Si -0.016 0.206 16.394 -0.006 -0.007 0
Si 2.757 2.822 16.579 0.001 -0.007 0.006
Si 0.03 5.603 16.513 -0.012 -0.009 0.003
Si 2.692 8.26 16.444 0.009 0.009 0.004
Si -0.068 11.094 16.449 0.003 -0.008 0.005
Si 2.626 13.79 16.573 0.001 -0.003 0.006
Si 5.304 16.46 16.509 0.009 0.01 -0.003
Si 8.16 2.781 16.457 0.01 0.001 0
Si 5.495 5.511 16.452 -0.002 -0.008 0.004
Si 8.185 8.27 16.458 0.004 -0.01 -0.002
Si 5.391 11.082 16.426 -0.007 0.005 0.006
Si 8.052 13.732 16.279 -0.006 0.006 0.003
Si 10.858 16.516 16.223 -0.008 -0.005 -0.006
Si 13.739 2.946 16.359 -0.01 -0.008 -0.007
Si 10.916 5.582 16.416 0.004 0.004 0.001
Si 13.615 8.298 16.602 0.004 -0.005 0.006
Si 10.84 11.016 16.342 0.005 0.01 0.003
Si 13.562 13.772 16.311 -0.003 0.013 -0.002
Si 1.313 1.484 17.935 -0.005 0.007 -0.005
Si 4.265 4.134 17.936 0.007 0 -0.008
Si 1.466 6.882 17.938 -0.006 -0.007 -0.017
Si 4.023 9.682 17.735 -0.008 -0.005 -0.027
Si 1.187 12.45 17.94 0.002 -0.005 -0.016
Si 3.896 15.189 18.029 0.007 -0.004 -0.003
Si 6.751 1.372 17.808 -0.006 -0.01 -0.01
Si 9.614 4.15 17.758 0.008 0.017 -0.004
Si 6.91 6.801 17.828 0.002 0.003 -0.013
Si 9.514 9.709 17.792 0.001 -0.004 -0.001
Si 6.728 12.486 17.794 0.009 0.001 -0.022
Si 9.443 15.128 17.498 -0.01 -0.023 -0.004
Si 12.281 1.51 17.461 0.01 0.001 0.003
Si 15.051 4.287 17.888 -0.002 0.008 -0.012
Si 12.17 6.88 17.951 -0.008 -0.008 -0.012
Si 15.044 9.763 17.882 0.004 0.01 -0.029
Si 12.167 12.408 17.667 -0.005 -0.025 -0.022
Si 14.926 15.216 17.562 0.01 0.001 -0.009
Si 0.109 3.029 19.286 0.003 -0.031 0.034
Si 2.391 16.438 19.527 -0.007 0.027 0.057
Si 0.037 8.313 19.219 -0.003 -0.01 0.04
Si 3.085 5.622 19.33 -0.013 0.014 0.044
Si 16.048 13.924 19.115 -0.026 0.049 0.092
Si 2.589 10.956 19.189 0.039 -0.012 0.047
Si 5.491 2.604 19.383 0.002 -0.011 0.037
Si 8.162 16.344 19.008 0.009 -0.002 0.029
Si 5.616 8.406 18.957 -0.018 0.016 0.099
Si 8.218 5.307 19.241 0.01 -0.008 0.06
Si 5.38 13.833 19.286 0.012 -0.012 0.048
Si 8.216 11.182 19.11 -0.031 0.01 0.075
Si 11.082 2.758 18.98 0.007 -0.005 0.043
Si 13.602 0.233 18.835 0.001 0.009 0.02
Si 10.714 8.306 19.264 0.033 -0.011 0.049
Si 13.594 5.5 19.347 -0.005 0.012 0.057
Si 10.774 13.866 18.888 -0.025 -0.001 0.039
Si 13.482 11.115 19.127 -0.006 0.041 0.075
Si 1.885 4.111 20.659 -0.039 0.017 -0.215
Si 3.76 1.536 20.746 0.053 -0.045 -0.28
Si 1.712 9.239 20.663 -0.127 0.104 -0.164
Si 4.394 7.345 20.59 0.092 -0.104 -0.197
Si 0.356 15.464 20.794 0.123 -0.086 -0.294
Si 4.239 12.077 20.375 -0.047 0.097 -0.196
Si 7.39 3.441 20.589 -0.056 0.05 -0.179
Si 9.761 1.216 20.095 0.054 -0.041 -0.009
Si 6.655 9.997 20.342 0.143 -0.091 -0.242
Si 9.363 6.82 20.617 -0.029 0.038 -0.227
Si 7.056 14.952 20.577 -0.089 0.004 -0.225
Si 9.326 12.803 20.392 0.014 -0.032 -0.268
Si 12.63 3.63 20.567 -0.003 0.126 -0.246
Si 14.941 1.567 20.22 0.03 0.03 -0.123
Si 12.406 9.474 20.438 -0.094 0.06 -0.257
Si 14.739 7.269 20.448 0.017 -0.084 -0.186
Si 12.05 15.395 20.062 -0.009 0.03 0
Si 14.232 13.024 20.325 -0.031 -0.072 -0.21
Si 2.23 1.368 26.794 -0.027 -0.005 0.03
Si 2.128 8.919 23.55 -0.042 0.06 0.017
Si 0.995 12.611 24.961 -0.008 -0.044 0.042
Si 15.499 13.547 22.884 0.118 0.038 -0.051
Si 7.552 3.447 26.265 0.014 0.068 0.082
Si 7.45 8.631 25.53 -0.002 -0.056 0.029
Si 6.917 7.921 22.426 -0.088 0.017 -0.008
Si 3.497 11.6 23.329 0.032 -0.144 -0.005
Si 7.956 3.772 23.411 -0.111 0.016 0.075
Si 12.706 13.785 23.912 -0.021 -0.043 -0.044
Si 12.757 5.975 24.688 0.047 -0.007 -0.035
Si 10.781 5.046 22.587 0.042 -0.038 -0.05
Si 11.163 11.361 22.623 -0.015 0.055 -0.03
Si 13.062 14.622 29.66 -0.015 -0.015 -0.011
Si 13.094 1.081 26.389 -0.018 -0.093 -0.019
Si 0.034 1.484 31.118 -0.06 -0.014 0.094
Si 6.848 5.395 28.757 -0.036 -0.076 -0.034
Si 1.731 5.797 23.385 -0.005 0.017 0.021
Si 2.347 14.674 26.499 0.068 0.011 0.079
Si 1.725 10.031 26.404 0.043 -0.047 0.029
Si 4.828 13.724 24.747 -0.006 0.02 -0.015
Si 6.54 0.703 25.718 0.03 -0.01 0.083
Si 5.314 16.172 22.952 0.05 -0.008 -0.029
Si 8.993 7.22 27.96 0.022 0.08 -0.031
Si 13.989 8.475 25.378 0.009 0.043 -0.049
Si 2.735 14.098 29.604 -0.013 0.089 -0.006
Si 11.248 15.923 24.743 -0.034 0.066 -0.055
Si 14.068 0.834 29.219 0.012 -0.014 -0.04
Si 2.803 4.038 25.649 -0.048 -0.051 -0.006
Si 10.382 4.79 29.133 0.003 0.071 -0.085
Si 9.708 10.89 25.279 0.039 0.01 0.059
Si 12.483 10.458 26.784 0.012 0.02 -0.048
Si 13.786 3.753 26.546 -0.037 -0.01 -0.076
Si 14.419 5.034 31.667 0.003 -0.049 0.042
Si 2.742 0.723 29.811 -0.062 -0.033 -0.001
Si 12.474 6.532 30.191 -0.017 0.092 -0.053
Si 15.316 6.725 23.436 -0.047 0.029 0.025
Si 0.417 4.272 30.316 -0.012 -0.033 -0.077
Si 0.094 9.958 29.186 -0.006 0.063 -0.097
Si 4.186 2.116 32.17 -0.06 -0.012 0.054
Si 9.552 13.756 26.37 -0.04 -0.045 -0.025
Si 4.56 8.879 26.925 -0.016 0.045 -0.029
Si 9.08 1.541 24.895 0.119 0.006 0.05
Si 6.645 14.475 26.938 -0.018 -0.003 -0.005
Si 4.074 6.018 27.402 -0.007 -0.029 -0.006
Si 11.877 2.437 28.372 -0.138 0.061 0.029
Si 14.068 8.361 28.257 0.04 0.068 -0.03
Si 12.238 13.34 27.104 0.084 0.013 0.044
Si 14.736 12.179 30.515 0.062 -0.027 -0.024
Si 2.863 6.073 30.157 0.026 -0.007 -0.075
Si 2.501 9.124 31.078 0.033 -0.035 -0.031
Si 5.185 9.848 29.791 -0.041 0.057 -0.028
Si 5.56 12.866 29.487 0.048 0.005 0.009
Si 5.51 4.788 31.467 0.011 0.087 -0.05
Si 10.389 8.77 30.134 0.023 0.073 -0.093
Si 7.019 12.423 32.075 -0.048 0.024 0.078
Si 7.688 9.573 31.559 -0.011 0.031 -0.027
Si 9.819 4.175 31.903 -0.06 0.02 0.049
Si 12.448 2.701 32.192 -0.076 0.078 0.038
Si 12.395 10.39 31.748 -0.05 0.01 -0.015
Si 0.388 3.525 27.248 -0.104 -0.052 0.005
Si 12.236 15.917 32.219 -0.031 0.006 -0.011
Si 0.767 13.179 31.947 0.073 -0.028 0.082
O -0.179 0.706 32.553 -0.051 -0.232 -0.206
O 0.456 3.037 31.387 0.055 0.12 0.247
O 2.937 2.664 33.055 0.074 -0.271 -0.133
O 4.835 0.811 32.882 0.125 0.09 -0.176
O 1.136 4.46 33.883 0.116 -0.105 0.064
O 15.276 5.44 32.993 -0.096 0.292 -0.21
O 2.763 7.636 30.513 -0.068 0.026 -0.18
O 1.153 9.746 30.405 -0.007 0.049 0.073
O 0.612 11.779 32.86 -0.116 -0.05 0.124
O 15.643 13.258 31.357 -0.19 0.055 -0.146
O 3.631 12.841 33.803 0.126 -0.184 0.109
O 1.2 0.702 30.308 -0.164 0.055 -0.036
O 6.536 15.478 33.835 0.202 -0.12 -0.273
O 8.484 3.62 32.698 -0.097 0.046 -0.049
O 9.071 8.91 31.055 -0.066 -0.007 0.236
O 5.895 5.668 32.804 -0.022 -0.086 -0.081
O 3.951 7.288 33.698 0.013 -0.064 -0.015
O 7.944 11.187 31.558 0.061 -0.065 0.059
O 7.379 9.004 33.05 -0.039 -0.029 -0.025
O 6.455 13.268 30.794 0.131 0.219 0.098
O 5.771 11.704 32.877 0.255 -0.237 -0.065
O 7.926 13.399 33.026 0.123 0.054 0.153
O 9.48 1.662 33.989 -0.137 -0.076 -0.032
O 10.885 15.986 33.131 0.083 -0.269 0.025
O 14.67 2.003 34.104 -0.037 -0.035 -0.26
O 10.952 3.012 31.607 -0.102 -0.134 -0.229
O 10.539 5.35 32.792 0.26 0.187 -0.093
O 9.291 7.328 33.92 -0.017 0.234 -0.276
O 12.887 9.064 32.614 -0.016 -0.381 0.002
O 13.406 7.099 28.999 0.127 0.016 0.089
O 12.252 9.688 0.606 -0.094 -0.15 0.114
O 14.803 12.875 33.928 -0.023 0.05 -0.185
O 13.312 14.946 32.989 0.052 0.007 -0.342
O 2.813 2.835 21.211 -0.122 0.106 0.217
O 1.492 5.103 21.921 -0.017 -0.11 0.008
O 4.302 0.732 22.099 0.211 0.037 -0.053
O 4.647 14.772 23.494 -0.12 -0.17 -0.264
O 1.437 9.147 25.036 -0.072 -0.142 -0.107
O 1.198 9.395 22.255 -0.087 -0.149 0.075
O 5.457 7.258 21.922 -0.136 -0.276 0.061
O 3.077 8.309 20.886 -0.089 0.166 0.105
O 0.198 14.604 22.238 0.183 -0.232 0.307
O 15.796 0.397 21.072 -0.204 -0.125 -0.028
O 3.546 12.262 21.847 -0.12 0.269 -0.122
O 2.162 12.29 23.908 0.014 0.101 -0.401
O 6.933 3.891 22.138 0.015 0.117 0.125
O 6.434 2.231 26.303 -0.283 -0.023 -0.257
O 8.644 2.334 20.795 0.074 0.139 0.142
O 10.918 16.503 20.762 -0.097 0.137 -0.025
O 7.053 9.442 21.847 0.038 0.212 -0.116
O 5.455 11.037 20.707 -0.166 0.178 0.201
O 10.652 6.225 21.467 0.065 -0.173 0.135
O 8.19 7.15 21.74 -0.18 -0.211 0.127
O 6.547 15.758 21.938 -0.059 0.287 -0.152
O 2.302 16.273 26.206 0.211 -0.081 -0.219
O 10.164 12.177 21.644 -0.1 0.049 0.23
O 8.178 13.817 21.042 -0.141 -0.208 0.314
O 11.369 5.607 23.979 0.071 0.206 0.054
O 11.788 3.924 21.963 -0.037 -0.157 0.178
O 13.815 2.534 21.014 -0.095 -0.125 -0.032
O 11.902 10.15 21.842 0.209 -0.217 0.045
O 10.29 10.656 23.786 -0.082 -0.003 0.143
O 13.581 8.385 20.848 -0.068 0.063 0.051
O 15.518 6.881 21.842 0.034 0.041 -0.1
O 11.644 14.97 23.475 0.072 -0.106 -0.213
O 12.285 12.378 23.221 -0.037 -0.099 -0.191
O 14.974 12.53 21.717 0.212 -0.201 0.206
O 14.193 14.296 23.509 -0.002 0.196 0.103
O 0.695 1.947 26.896 -0.081 0.049 -0.146
O 3.016 2.41 25.778 0.015 -0.218 -0.187
O 3.431 9.956 23.458 0.38 0.14 0.044
O 2.438 7.297 23.404 0.044 0.061 -0.206
O 13.101 14.21 20.759 0.158 0.055 -0.008
O 16.044 12.606 24.091 -0.16 -0.014 -0.042
O 1.099 14.074 25.655 -0.101 0.17 0.05
O 1.116 11.519 26.149 0.037 0.205 -0.004
O 5.728 0.581 24.306 0.166 0.22 0.09
O 7.347 4.31 24.853 0.077 0.121 -0.1
O 8.314 7.601 26.509 -0.034 0.036 0.06
O 5.489 5.987 28.149 -0.095 0.342 0.235
O 8.382 9.966 25.444 0.09 0.273 -0.137
O 7.14 7.95 24.057 -0.242 -0.347 0.017
O 4.743 12.187 24.205 0.017 0.09 0.24
O 2.183 14.243 28.067 -0.157 -0.163 0.039
O 10.506 0.933 24.422 0.172 0.058 -0.251
O 6.107 16.032 26.872 -0.31 -0.011 0.152
O 12.723 16.294 25.378 0.166 -0.004 -0.126
O 11.648 1.433 27.106 -0.152 0.045 0.049
O 13.003 5.031 25.967 0.014 0.197 -0.101
O 14.02 5.767 23.674 0.068 -0.044 -0.121
O 12.667 7.532 25.152 -0.097 -0.107 0.281
O 9.304 4.545 22.969 0 0.056 -0.158
O 12.933 11.898 27.398 -0.182 -0.004 0.101
O 11.205 7.448 30.583 -0.182 -0.067 0.014
O 10.907 10.482 26.338 -0.064 -0.013 0.164
O 13.447 10.013 25.511 -0.097 -0.144 -0.023
O 13.622 2.419 25.596 -0.15 -0.184 -0.067
O 14.248 15.723 29.775 0.255 -0.01 0.273
O 13.685 3.57 31.565 -0.041 -0.121 0.026
O 13.092 3.458 27.98 -0.015 -0.083 0.366
O 15.348 4.052 26.785 0.007 -0.033 0.093
O 4.057 4.762 26.378 -0.013 0.059 -0.078
O 2.915 5.907 28.538 -0.212 0.195 -0.233
O 0.246 6.019 24.039 -0.028 0.054 0.271
O 15.032 8.178 24.16 0.163 0.2 -0.14
O 4.864 8.896 28.521 0.167 0.049 -0.011
O 1.648 13.383 30.589 -0.161 -0.106 -0.222
O 3.243 15.593 30.016 0.151 0.063 0.226
O 0.928 9.663 27.791 0.172 0.025 0.063
O 2.889 1.29 28.287 0.294 0.226 -0.046
O 3.723 14.04 25.908 -0.007 -0.187 0.195
O 8.104 0.341 25.398 0.114 -0.137 0.167
O 6.584 4.763 30.238 -0.024 -0.297 -0.103
O 8.356 2.2 23.593 -0.181 -0.115 -0.11
O 7.792 6.713 28.939 -0.266 -0.095 0.202
O 5.986 9.072 26.143 0.077 0.034 -0.248
O 9.254 12.466 25.404 -0.12 0.137 0.136
O 14.701 8.017 26.787 0.279 0.151 0.09
O 6.276 13.827 25.483 0.013 0.077 0
O 8.239 14.288 27.139 -0.127 0.047 0.152
O 10.225 15.05 25.65 -0.164 0.063 0.134
O 12.596 13.593 25.536 -0.155 -0.066 -0.189
O 14.201 0.771 27.575 0.033 0.268 -0.076
O 10.497 3.237 28.628 0.012 -0.112 -0.177
O 1.444 4.447 26.437 0.106 0.254 0.18
O 15.41 5.059 30.378 -0.119 0.167 -0.04
O 11.874 5.13 29.663 0.123 -0.119 -0.06
O 9.814 8.503 28.6 0.268 -0.057 -0.124
O 15.272 8.883 29.215 0.064 -0.119 0.042
O 12.822 9.397 27.982 -0.084 0.172 0.284
O 12.649 14.586 28.075 0.061 -0.031 -0.01
O 13.574 13.116 29.889 0.048 -0.001 -0.188
O 12.576 1.503 29.535 -0.228 -0.152 0.171
O 0.652 3.708 28.826 0.261 -0.071 0.168
O 2.646 4.689 24.166 0.241 -0.048 -0.251
O 15.205 1.618 30.053 -0.015 -0.003 -0.033
O 3.659 1.714 30.698 0.106 0.078 -0.077
O 1.563 5.323 30.737 -0.115 0.148 0.201
O 13.345 6.242 31.523 -0.224 -0.023 0.041
O 3.935 7.41 26.564 0.007 0.029 -0.341
O 5.32 3.261 31.996 0.133 -0.143 0.235
O 1.449 14.256 33.022 -0.237 0.177 0.115
O 3.99 13.101 29.74 0.009 -0.038 -0.075
O 3.829 10.009 30.698 0.031 0.169 0.132
O 4.137 5.397 30.875 -0.046 -0.003 0.094
O 7.456 4.32 27.645 -0.08 -0.264 0.112
O 9.035 2.715 26.067 0.134 0.08 0.043
O 6.399 9.179 30.645 0.002 0.103 0.118
O 3.367 9.977 26.618 -0.055 0.256 0.073
O 5.722 11.272 29.207 0.163 -0.099 -0.223
O 5.963 13.744 28.198 0.04 0.079 -0.088
O 10.644 13.195 27.431 -0.086 -0.185 0.011
O 9.382 4.767 30.434 -0.041 -0.089 -0.081
O 9.976 5.878 27.96 0.173 -0.112 -0.034
O 12.411 3.328 33.708 -0.062 0.131 0.115
O 12.753 1.078 32.148 0.073 0.076 -0.044
O 11.449 9.995 30.451 -0.005 -0.033 0.017
O 11.428 11.339 32.704 0 0.351 -0.026
O 11.959 15.164 30.77 -0.164 0.19 -0.133
O 13.824 11.085 31.339 0.225 -0.124 0.05
O 15.742 11.406 29.451 -0.263 0.068 0.003
O 2.268 9.071 32.693 0.023 -0.101 0.083

Results
total energy: -108570.783 eV
total energy less fixed offsets of O -438.35, Si -107.03 eV per atom: 9.447 eV
